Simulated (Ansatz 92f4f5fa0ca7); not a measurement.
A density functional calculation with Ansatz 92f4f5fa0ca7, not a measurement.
Periodic cell of 225 atoms, Si132O91P2, from a study of silicon, its oxide and their interface. The atomic structure is a simulated model.
Doubt: the cutoff is far below the 930 eV that the study's wrapper takes by default for these files, so forces and energies are approximate.
This geometry differs little from another in the collection (a relaxation step or a small displacement).

Settings
functional: PBE
potential files: Ansatz PAW
basis: plane waves
wave-function cutoff: 580 eV
density cutoff ratio: 5
exchange-correlation grid ratio: 1
k mesh: 1 x 1 x 1, Gamma-centred
self-consistency stop: 5e-08 eV per atom in the density residual
occupations: fixed
spin: none
net charge: 0

Cell vectors (angstrom)
a	10.938	0	0
b	0	10.938	0
c	0	0	31.9494

Atoms: element, x, y, z (angstrom)
Si	10.6322	0.0027	24.4181
Si	5.081	0.13	24.6598
Si	2.8272	2.298	24.5316
Si	8.5748	2.4366	24.5643
Si	10.7131	5.591	24.3315
Si	5.1632	5.6153	24.4497
Si	2.9937	7.9542	24.4053
Si	8.4236	7.8334	24.4193
Si	1.2976	1.1347	25.8395
Si	6.8193	1.3296	25.7407
Si	3.9918	4.0133	25.734
Si	9.6916	4.0275	25.8479
Si	1.3432	6.7945	25.6686
Si	6.8098	6.7231	25.7514
Si	4.0075	9.471	25.951
Si	9.4883	9.4444	25.8032
Si	2.6429	-0.1311	27.2859
Si	8.1418	-0.0659	27.1473
Si	0.079	2.6589	27.2065
Si	5.4561	2.7212	27.1151
Si	2.67	5.4167	27.1109
Si	8.1954	5.3692	27.1365
Si	0.0141	8.1507	27.1309
Si	5.515	8.1443	27.1778
Si	4.0877	1.3291	28.5009
Si	9.5443	1.3273	28.5037
Si	1.3877	4.0661	28.5639
Si	6.8128	4.0613	28.5287
Si	4.0881	6.7801	28.4874
Si	9.5587	6.7834	28.4871
Si	1.2991	9.4819	28.6197
Si	6.8274	9.5337	28.564
Si	-0.0276	-0.0045	29.9136
Si	5.4643	-0.0059	29.8966
Si	2.7653	2.7134	29.9044
Si	8.2007	2.7179	29.8886
Si	-0.0008	5.4548	29.891
Si	5.4645	5.4553	29.889
Si	2.7555	8.1594	29.9054
Si	8.2266	8.1772	29.891
Si	1.3673	1.3673	31.2657
Si	6.8362	1.3673	31.2657
Si	4.1018	4.1018	31.2657
Si	9.5708	4.1018	31.2657
Si	1.3673	6.8362	31.2657
Si	6.8362	6.8362	31.2657
Si	4.1018	9.5708	31.2657
Si	9.5708	9.5708	31.2657
Si	2.7345	0	0.6835
Si	8.2035	0	0.6835
Si	0	2.7345	0.6835
Si	5.469	2.7345	0.6835
Si	2.7345	5.469	0.6835
Si	8.2035	5.469	0.6835
Si	0	8.2035	0.6835
Si	5.469	8.2035	0.6835
Si	4.0784	1.3856	2.0659
Si	9.5873	1.3575	2.0426
Si	1.3615	4.1214	2.0647
Si	6.8163	4.141	2.0353
Si	4.0941	6.8425	2.0367
Si	9.5641	6.8565	2.0631
Si	1.3623	9.5969	2.0536
Si	6.8372	9.6139	2.0521
Si	0.0282	0.0369	3.4623
Si	5.4782	0.0502	3.4232
Si	2.7054	2.7536	3.4599
Si	8.2353	2.7937	3.3274
Si	0.0249	5.5249	3.4354
Si	5.4695	5.5248	3.4287
Si	2.7489	8.2337	3.3843
Si	8.2556	8.3103	3.4232
Si	1.3254	1.4212	4.8992
Si	6.8828	1.4871	4.701
Si	4.0786	4.1458	4.7864
Si	9.5837	4.1173	4.7359
Si	1.3658	6.9556	4.8042
Si	6.8248	7.0057	4.7295
Si	4.106	9.5876	4.756
Si	9.6648	9.6127	4.8871
Si	2.738	-0.0358	6.1483
Si	8.2893	0.1873	6.0688
Si	-0.1355	2.771	6.2894
Si	5.5392	2.8342	6.1107
Si	2.7001	5.5515	6.121
Si	8.2821	5.6497	5.9366
Si	0.1835	8.3462	6.3742
Si	5.4864	8.3246	6.2141
Si	4.3994	1.1627	7.3338
P	9.6528	1.1988	7.648
Si	1.1071	4.4486	7.4905
Si	6.6631	4.611	7.2513
Si	4.2627	6.7106	7.5009
Si	9.7823	6.6748	7.4814
P	1.372	9.954	7.7906
Si	6.733	9.9914	7.4143
O	9.5896	1.2398	23.9794
O	4.1107	6.8039	23.9425
O	4.0158	1.2441	24.0277
O	9.5428	6.7056	23.8934
O	-0.0395	5.5473	8.0096
O	5.5535	0.1155	7.9103
O	5.4793	5.6313	7.7775
O	7.5469	4.3282	8.6061
O	8.7768	7.1156	8.7319
O	2.4332	9.4584	8.9812
O	8.4567	1.8519	8.6358
O	7.6189	9.5086	8.7235
O	3.5937	1.8067	8.6069
O	3.6059	7.1306	8.9808
O	2.0003	3.956	8.7959
O	8.1444	3.4884	23.3597
O	0.4552	4.9368	22.9472
O	1.9067	2.7478	23.2434
O	5.8353	4.9075	23.116
O	5.5285	9.9981	23.4948
O	2.4506	8.689	23.0197
O	0.1957	10.0659	23.0854
O	7.7908	8.5768	23.0778
Si	8.6668	7.6876	18.4398
Si	8.8095	6.3387	13.5902
Si	3.8061	1.5408	14.7361
Si	2.1372	5.7425	17.6257
Si	2.4216	3.1394	19.4885
Si	9.8502	9.0371	12.0766
Si	1.336	9.4179	22.0771
Si	9.2005	0.9619	13.2224
Si	1.4293	5.0556	13.0091
Si	1.8282	8.2577	12.8083
Si	6.6576	9.5544	22.4255
Si	4.535	4.6027	15.7151
Si	8.1076	3.1575	9.5579
Si	0.846	8.2426	19.2618
Si	6.9595	1.3485	21.0885
Si	8.2753	8.3569	9.6706
Si	10.9044	5.184	15.592
Si	7.584	9.4904	16.322
Si	9.9389	2.0588	20.296
Si	3.3286	8.4521	9.9265
Si	6.7058	3.3422	17.4085
Si	1.1713	0.2064	19.8027
Si	3.2179	2.806	12.2974
Si	7.2269	5.3854	19.6849
Si	5.8317	8.6704	11.5685
Si	5.7958	6.0843	13.2162
Si	4.6501	9.6993	17.6277
Si	1.0281	3.6006	22.1724
Si	4.9061	1.4807	18.7976
Si	3.1492	3.0652	9.5171
Si	6.4767	10.8315	13.8007
Si	10.3722	0.1017	15.9878
Si	5.6013	3.6965	11.1484
Si	9.8587	3.868	11.8831
Si	2.3657	9.9154	15.5491
Si	6.0867	8.1139	19.8023
Si	6.94	3.9695	22.3756
Si	9.7667	2.7674	17.3657
O	7.2266	6.3528	13.9623
O	1.8839	7.0536	18.673
O	10.3094	4.0106	16.5069
O	6.184	9.9541	17.0612
O	10.1794	0.692	14.4867
O	8.4552	6.1058	18.8566
O	5.187	0.6955	14.4262
O	5.7278	2.0491	17.5169
O	8.3543	1.9432	20.5471
O	1.9921	4.2932	18.4
O	6.9153	2.8669	10.6403
O	4.8516	2.7117	12.2093
O	6.0382	4.392	16.351
O	4.4944	3.9422	9.9369
O	10.6966	2.7745	21.5537
O	9.7398	6.1223	14.9272
O	6.0169	6.4781	19.8389
O	4.0937	0.1643	18.2802
O	9.278	10.5507	12.2982
O	2.8592	4.3578	12.6932
O	1.9171	10.7	21.2091
O	4.0001	2.7198	19.3752
O	0.7542	10.0297	15.9734
O	1.2799	9.8002	18.8356
O	1.72	1.6596	19.2719
O	8.9607	10.3721	16.5059
O	4.8846	8.5754	18.7944
O	9.6279	8.8015	10.4744
O	6.7559	4.0763	18.8589
O	2.8381	1.7177	13.4187
O	5.8384	8.7647	21.2653
O	2.5108	2.4285	10.8837
O	7.6253	4.8456	21.1735
O	5.2614	7.5143	12.5961
O	0.4704	9.0774	12.4889
O	7.6114	1.0676	13.6078
O	7.1222	9.6353	14.7514
O	8.9753	5.0284	12.6181
O	8.1008	8.0231	16.9102
O	6.2202	2.571	21.8985
O	2.4821	9.0593	14.1136
O	0.4311	4.4872	11.8462
O	0.8195	8.3131	20.9332
O	9.4341	3.6891	10.323
O	9.6904	2.3842	12.5717
O	7.6311	8.553	19.3928
O	2.6092	8.1882	11.3697
O	3.9881	3.0614	15.3753
O	0.8593	4.4817	14.424
O	10.0606	3.001	18.9564
O	9.1865	7.7909	12.9238
O	10.5192	0.5371	20.0769
O	5.9775	5.0764	11.9278
O	8.1659	2.7414	17.0135
O	3.5395	5.4777	16.7334
O	4.7727	9.0734	10.3792
O	1.545	6.6768	13.1541
O	4.7698	5.5063	14.3594
O	2.0552	3.8514	20.9187
O	10.5609	1.3938	16.9696
O	0.9478	6.0591	16.5476
O	7.3463	10.9481	21.929
O	5.9394	0.9109	19.9141
O	6.1164	10.0521	12.4032
O	2.8703	0.5379	15.6077
O	7.1447	8.0197	10.8147
O	10.2508	8.0099	18.6869
O	3.4666	9.1877	16.5792

Results
free energy: -137177.887 eV
free energy less fixed offsets of O -568.88, P -755.39, Si -635.61 eV per atom: 1.493 eV

Forces (eV/angstrom), in the order of the atoms: element, x, y, z
Si	0.0032	0.0003	-0.001
Si	0.0016	-0.003	0.0014
Si	-0.0026	-0.001	-0.0007
Si	-0.0004	0.004	0.0034
Si	0.0012	-0.0032	0.0024
Si	0.0052	0.0012	0.0019
Si	-0.001	0.0032	0.0038
Si	-0.0023	-0.0006	-0.0016
Si	-0.0021	0.0001	-0.0014
Si	0.0002	-0.0001	0.0011
Si	-0.0013	0.0007	0.0031
Si	-0.0009	-0.0004	-0.0002
Si	0.0009	-0.0001	0.0015
Si	-0.0006	-0.0009	0.002
Si	0.0027	-0.0025	-0.0036
Si	0.0022	-0.0012	0.0023
Si	0.0021	0.003	-0.0029
Si	0.0012	0.0022	0.0025
Si	-0.0014	-0.0003	-0.0015
Si	0.0004	-0.0001	0.0031
Si	0.0014	0.0021	0.0029
Si	0.0028	0.0023	-0.0011
Si	-0.0005	-0.0023	0.0026
Si	-0.0016	-0.0027	-0.0017
Si	0.0032	0.0053	-0.0033
Si	-0.0009	-0.0044	-0.0027
Si	0.011	-0.0013	0.0086
Si	-0.0021	-0.0016	0.0011
Si	-0.0008	-0.0073	-0.0075
Si	0.003	0	-0.0099
Si	-0.0115	-0.009	0.0244
Si	0.0017	-0.0008	0.0076
Si	0.0001	-0.0113	-0.001
Si	0.0029	-0.0025	-0.0016
Si	-0.0008	0.0107	-0.0009
Si	-0.0058	-0.0007	0.0001
Si	-0.0036	-0.0042	-0.0005
Si	-0.0035	-0.0023	0.0012
Si	-0.0093	0.0035	-0.0023
Si	-0.0016	0.0063	0.0005
Si	0.0579	0.0008	-0.0877
Si	0.0376	-0.0534	-0.0137
Si	0.0971	-0.0793	0.0378
Si	-0.0407	-0.0919	-0.0686
Si	0.0053	-0.1875	0.0368
Si	0.0542	-0.0336	-0.1463
Si	-0.0019	-0.0335	-0.0248
Si	-0.1311	-0.1181	0.1106
Si	-0.0637	0.0464	-0.0038
Si	-0.0123	0.0598	-0.1241
Si	0.0813	0.066	0.043
Si	-0.1408	0.1286	0.0936
Si	-0.0549	-0.1202	-0.0279
Si	-0.0641	0.1946	-0.0255
Si	0.0154	0.1418	0.0725
Si	0.1397	0.1076	0.092
Si	0.0051	0.0045	-0.0004
Si	-0.0152	0.0038	-0.0016
Si	0.0016	-0.0037	-0.0004
Si	0.0069	-0.0007	0.0104
Si	-0.0064	-0.0023	0.0045
Si	-0.0039	0.0052	0.0039
Si	0.0161	-0.001	0.0012
Si	0.011	0.0122	0.0002
Si	0.001	0.0011	0.0084
Si	0.0009	-0.0043	0.0098
Si	-0.0098	0.0061	-0.0139
Si	0.0172	0.0002	-0.0148
Si	0.0142	-0.0021	0.0172
Si	-0.0011	0.0012	-0.0034
Si	-0.0073	0.0046	0.0029
Si	0.0013	-0.0117	-0.0153
Si	-0.0023	-0.0097	0.0009
Si	-0.006	0.0052	0.0042
Si	-0.0028	0.005	0
Si	-0.0182	0.0043	0.0006
Si	-0.0025	0.0109	0.0033
Si	0.0081	-0.0091	0.0127
Si	-0.0181	0.0039	0.0279
Si	0.0116	0.0175	-0.009
Si	0.0392	-0.0096	-0.0174
Si	0.0077	-0.0036	0.0156
Si	0.0059	-0.0185	0.013
Si	0.0051	-0.0032	0.0029
Si	-0.0049	0.0068	0.0128
Si	-0.0086	-0.0083	0.0055
Si	0.0142	-0.067	0.0043
Si	-0.0047	0.0032	-0.0004
Si	-0.0148	-0.0265	-0.0287
P	-0.0066	0.0088	-0.0172
Si	-0.0049	0.0013	-0.0271
Si	0.042	-0.0308	0.0308
Si	-0.0204	0.0246	0.0176
Si	0.0167	0.0061	-0.027
P	-0.0911	0.1629	-0.04
Si	-0.0075	0.0087	-0.0241
O	0.0005	-0.0015	-0.0015
O	-0.0007	-0.0001	-0.0023
O	0.0009	0.0017	-0.0013
O	-0.0007	0.0024	-0.0011
O	-0.0068	-0.0059	0.0095
O	0.0075	0.0075	0.0204
O	-0.0167	0.0127	0.0058
O	-0.0057	-0.028	-0.0164
O	0.0042	0.0021	0.0094
O	0.0534	-0.1466	0.0219
O	0.0092	0.0286	0.029
O	0.0044	-0.0041	0.012
O	-0.0032	0.0096	0.0183
O	0.0142	0.0425	0.0099
O	-0.0028	0.0014	0.0117
O	-0.0008	-0.0002	-0.003
O	-0.0001	0.0004	-0.0018
O	0.0009	0.0011	-0.0023
O	-0.0008	0.0003	-0.0016
O	0.0025	-0.0012	-0.005
O	0.0007	-0.0012	-0.0023
O	-0.0025	0.0023	-0.0003
O	0.0007	-0.0006	-0.0015
Si	-0.0001	-0.0002	0.0073
Si	-0.0015	-0.0042	0.0013
Si	-0.0011	0.0002	0.003
Si	0	-0.0004	0.0068
Si	0.0005	-0.0003	0.0064
Si	0.0007	0.0033	-0.002
Si	0.0009	0	0.0038
Si	0.0016	0.0009	0.0004
Si	-0.0006	-0.001	-0.0027
Si	0.0014	-0.0021	-0.0004
Si	-0.0016	0.0007	0.0047
Si	0.0006	-0.001	0.0046
Si	-0.0295	0.0059	-0.0654
Si	0	-0.0002	0.0052
Si	0.0002	-0.0007	0.0051
Si	-0.0009	0.0108	-0.0055
Si	0.0001	0	0.0053
Si	0.0002	0.0005	0.0054
Si	0.0002	0.0002	0.0056
Si	0.0196	-0.0296	-0.0304
Si	0.0001	0	0.0063
Si	0	0.0004	0.0061
Si	-0.0014	0.0005	0.0001
Si	-0.0001	-0.0003	0.0064
Si	-0.0065	-0.0058	0.0016
Si	-0.0007	0.0003	-0.0058
Si	-0.0002	0.0002	0.0057
Si	0.0009	-0.0004	0.0038
Si	-0.0008	-0.0004	0.0061
Si	0.005	-0.0096	-0.0032
Si	-0.0013	-0.0002	0.0038
Si	0.0002	0.0001	0.0069
Si	0.0037	0.0052	0.0044
Si	-0.0019	-0.0011	-0.0056
Si	0.0003	0.0008	0.0059
Si	0.0004	-0.0003	0.006
Si	0.0016	0.0008	0.0033
Si	0.0005	-0.0006	0.0056
O	0	0.0001	-0.0007
O	-0.0002	0.0002	-0.0027
O	-0.001	-0.0004	-0.0023
O	0.0005	-0.0005	-0.0026
O	0.0014	-0.0011	-0.0003
O	0	0.0001	-0.0028
O	0.0001	-0.0004	-0.001
O	0.0001	-0.0001	-0.0026
O	-0.0003	-0.0006	-0.0025
O	0.0002	-0.0006	-0.0023
O	0.002	0.0056	0.0061
O	-0.001	-0.0007	-0.0016
O	0.0003	-0.0002	-0.0022
O	-0.0067	-0.003	0.0067
O	0.0003	-0.0003	-0.0021
O	-0.0001	0	-0.0022
O	0	-0.0002	-0.0029
O	0.0003	-0.0001	-0.0023
O	0.0008	-0.002	0.0008
O	0.0007	-0.0002	0.0005
O	0.0001	-0.0005	-0.0021
O	-0.0003	-0.0002	-0.0029
O	0	-0.0004	-0.003
O	0.0002	-0.0002	-0.0027
O	0.0001	-0.0002	-0.0031
O	-0.0001	-0.0008	-0.0026
O	0.0003	-0.0006	-0.0027
O	-0.0064	-0.0049	-0.0015
O	0.0003	0.0001	-0.0026
O	0.0015	-0.0012	-0.0011
O	0	0.0001	-0.002
O	0.0028	0.0028	-0.0003
O	-0.0003	-0.0004	-0.0018
O	0.0046	0	0.0032
O	0.0004	-0.0004	-0.0021
O	0.0009	-0.0006	-0.0012
O	0.0005	-0.0004	-0.002
O	0.002	-0.0013	0.0027
O	0	-0.0004	-0.0021
O	-0.0004	0	-0.0018
O	0.0005	-0.0011	-0.0054
O	0.0004	0.0013	0.0047
O	0	-0.0002	-0.002
O	-0.0041	0.0044	0.0042
O	-0.002	-0.0024	0.0007
O	0.0002	-0.0001	-0.0028
O	0.0026	0.0042	-0.0091
O	0.0006	0.0006	-0.0014
O	0.0004	0	-0.0018
O	0	-0.0004	-0.0019
O	0.0002	0.0005	0.0001
O	0.0001	-0.0002	-0.0025
O	-0.0029	0.001	0.006
O	0.0001	0	-0.0029
O	-0.0001	-0.0002	-0.0029
O	-0.0007	0.0007	0.0034
O	0.0007	0.0027	0.0009
O	0.0007	-0.0012	-0.0002
O	-0.0009	0	-0.0013
O	0	0.0005	-0.0028
O	0.0005	0.0004	-0.0022
O	0	-0.0003	-0.0021
O	0.0008	-0.0002	-0.0021
O	0.002	0.0005	0.0011
O	0	-0.0003	-0.0022
O	0.0058	-0.0009	0.0013
O	0.0003	-0.0002	-0.0027
O	0.0008	-0.0005	-0.0026

The program warned: the cutoff lies below the one the program advises for these potential files; the exchange-correlation potential is rough where the density is thin.
